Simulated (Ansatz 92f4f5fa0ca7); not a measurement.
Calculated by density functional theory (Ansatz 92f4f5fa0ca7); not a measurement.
Periodic cell of 215 atoms, Si132O82B1, from a study of silicon, its oxide and their interface. The atomic structure is a simulated model.
Doubt: the cutoff is far below the 930 eV that the study's wrapper takes by default for these files, so forces and energies are approximate.
This geometry differs little from another in the collection (a relaxation step or a small displacement).

Settings
functional: PBE
potential files: Ansatz PAW
basis: plane waves
wave-function cutoff: 580 eV
density cutoff ratio: 5
exchange-correlation grid ratio: 1
k mesh: 1 x 1 x 1, Gamma-centred
self-consistency stop: 5e-08 eV per atom in the density residual
occupations: fixed
spin: none
net charge: -1 e, with a uniform compensating background and no finite-size correction

Cell vectors (angstrom)
a 10.938 0 0
b 0 10.938 0
c 0 0 31.5432

Atoms and the computed forces on them: element, x, y, z (angstrom), force x, y, z (eV/angstrom)
Si 10.4358 0.5757 24.3548 0.008 -0.0204 -0.0427
Si 6.0444 10.5012 24.1623 -0.0235 0.0044 -0.038
Si 2.1313 3.25 24.094 0.003 -0.0082 -0.0511
Si 8.7051 2.2563 24.3207 -0.0062 0.0199 -0.0421
Si 0.5037 5.0531 24.1757 -0.0134 0.0068 -0.0372
Si 5.0507 5.8981 24.2031 0.0081 -0.0227 -0.0459
Si 3.3946 7.6503 24.1714 -0.0021 0.0201 -0.0411
Si 7.8282 8.8276 24.0053 0.0145 0.012 -0.0466
Si 1.3452 1.4815 25.4657 -0.0121 -0.001 0.0068
Si 6.9205 1.2997 25.51 0.0063 -0.0081 0.0065
Si 4.0279 4.1028 25.3347 0.0013 0.0029 0.0062
Si 9.6713 4.0954 25.4337 -0.0019 -0.0052 0.0048
Si 1.4977 6.8143 25.3809 0.0045 -0.005 0.0001
Si 6.8982 6.9462 25.25 -0.0071 -0.0052 0.0067
Si 4.2327 9.5293 25.3578 0.005 -0.001 -0.0016
Si 9.5267 9.6416 25.4469 0.0057 0.0049 0.0024
Si 2.7811 0.006 26.6537 0.0034 -0.002 0.0525
Si 8.2245 -0.0277 26.9622 0.0058 0.0101 -0.1565
Si 0.0177 2.766 26.9363 0.0052 0.0063 -0.1509
Si 5.4503 2.7346 26.6751 -0.005 0.0082 0.0491
Si 2.7594 5.4369 26.8547 0.0038 0.002 -0.101
Si 8.2283 5.524 26.639 -0.0055 -0.0036 0.0517
Si 0.0406 8.2119 26.6621 -0.0119 -0.0098 0.0521
Si 5.5568 8.194 26.8117 -0.0059 -0.0013 -0.0778
Si 4.1112 1.3671 28.0912 0.0042 -0.0172 -0.0226
Si 9.5953 1.3686 28.2392 0.0093 0.002 0.2071
Si 1.3934 4.1162 28.2411 0.0188 0.0287 0.1932
Si 6.8387 4.1338 28.04 0.0015 0.0119 -0.0557
Si 4.1574 6.8202 28.1536 0.042 -0.0055 0.0861
Si 9.5969 6.8514 28.0745 0.0108 -0.0003 -0.0307
Si 1.3933 9.5894 28.063 0.0186 0.0002 -0.0517
Si 6.8544 9.5372 28.2433 -0.0486 -0.0497 0.1918
Si 0.0512 -0.0214 29.5419 -0.0166 0.021 -0.0163
Si 5.4519 0.008 29.5107 0.0009 0.0045 -0.0313
Si 2.7693 2.7083 29.5469 -0.0081 0.0111 -0.0285
Si 8.1764 2.7709 29.4888 0.0112 -0.0102 -0.0106
Si -0.0121 5.5015 29.5169 0.0114 -0.0116 -0.0255
Si 5.51 5.449 29.5207 -0.012 0.0118 -0.0089
Si 2.752 8.2131 29.4599 -0.0155 0.0142 0.0043
Si 8.2527 8.1657 29.5552 -0.0095 0.0204 -0.0215
Si 1.3946 1.352 30.927 -0.0099 0.0022 0.0001
Si 6.8217 1.3829 30.8564 0.0121 -0.0158 -0.0021
Si 4.1323 4.0889 30.9068 0.0003 0.0091 0.0004
Si 9.5536 4.1177 30.8637 0.0023 -0.0136 0.001
Si 1.3775 6.8623 30.8507 0.0105 -0.0032 0.0003
Si 6.8652 6.8039 30.9202 -0.0132 -0.0073 0.0042
Si 4.0902 9.5735 30.8642 0.0117 -0.0128 -0.0044
Si 9.6086 9.5556 30.9187 -0.0012 0.0068 0.0052
Si 2.7509 -0.0355 0.7433 0.0062 0.0138 -0.0062
Si 8.1861 0.0138 0.6901 -0.0138 0.0162 -0.0049
Si -0.0283 2.7438 0.6992 0.0167 0.0057 -0.0017
Si 5.4872 2.7098 0.7352 -0.0142 -0.0019 -0.0051
Si 2.7204 5.4823 0.6898 -0.0008 -0.0196 0.0012
Si 8.2215 5.4308 0.7535 0.0135 0.014 0.0034
Si 0.0413 8.1805 0.7386 -0.0106 -0.0101 0.0047
Si 5.4578 8.2087 0.6958 -0.0105 0.0128 -0.0009
Si 4.1224 1.3325 2.0953 -0.0141 0.0091 0.023
Si 9.5264 1.3881 2.076 0.026 -0.0453 0.0113
Si 1.3245 4.1325 2.066 0.0149 -0.0187 0.0156
Si 6.8603 4.0465 2.1142 -0.0141 0.0075 0.0083
Si 4.0674 6.86 2.0704 0.042 -0.0201 0.0131
Si 9.6101 6.7988 2.0946 -0.0158 0.0088 0.0488
Si 1.3927 9.5406 2.12 0.0096 -0.0002 0.0048
Si 6.8258 9.5746 2.0718 0.0014 -0.0041 0.0245
Si -0.0515 -0.0292 3.3795 -0.0084 0.0437 -0.1641
Si 5.4726 -0.0225 3.5196 0.0116 -0.0169 0.0206
Si 2.6962 2.7215 3.3654 -0.0194 -0.0223 -0.2118
Si 8.2029 2.7068 3.5701 -0.0398 -0.0344 0.0098
Si -0.0089 5.4532 3.5575 -0.034 0.0347 0.0681
Si 5.4672 5.4719 3.3627 -0.0564 -0.0267 -0.2026
Si 2.7276 8.1791 3.5583 0.0157 0.0335 0.0083
Si 8.2185 8.1872 3.3949 0.0351 -0.0058 -0.0902
Si 1.2886 1.3601 4.676 0.0025 0.0203 0.1033
Si 6.8552 1.2837 4.9576 -0.0315 -0.0279 -0.0438
Si 4.0691 4.1125 4.648 -0.0141 0.0217 0.1187
Si 9.5056 4.1202 4.983 0.1078 0.0542 -0.0651
Si 1.2988 6.8888 4.9793 -0.0551 -0.086 -0.0536
Si 6.8532 6.7871 4.7051 0.0726 0.1448 0.1454
Si 4.1265 9.5439 4.9352 0.02 0.0357 -0.0446
Si 9.5846 9.5411 4.7734 -0.1398 -0.045 0.0928
Si 2.5977 0.0115 6.1058 -0.0015 0.0216 0.0254
Si 8.2185 -0.1902 6.3003 0.0953 -0.0082 -0.0236
Si -0.025 2.6513 6.198 -0.0261 -0.0383 0.0002
Si 5.4061 2.7858 6.0796 -0.0255 0.0137 0.0246
Si 2.7512 5.4323 6.1367 0.0512 0.0188 -0.0119
Si 8.2205 5.6532 6.3005 -0.2111 -0.1675 -0.011
Si -0.2245 8.1602 6.3553 0.1641 0.1583 -0.0002
Si 5.6271 8.1608 6.1906 0.0044 -0.0968 -0.0106
Si 3.4799 1.9312 7.158 0.0874 -0.0988 0.0603
Si 10.0293 0.8067 7.446 -0.0337 0.0103 0.0524
Si 1.7854 3.6417 7.3241 -0.0252 0.0533 0.1008
Si 6.2839 4.5713 7.3637 0.0955 -0.0134 0.0655
Si 4.6592 6.304 7.2346 -0.0505 0.0588 0.0742
B 9.1639 7.1738 7.3797 0.0847 -0.0057 0.2832
Si 0.8475 10.0795 7.4964 -0.0169 -0.0823 0.0616
Si 7.5959 8.7097 7.5 -0.0834 0.0567 0.0706
O 4.552 6.5727 8.8741 0.0186 -0.0183 -0.0426
O 1.4126 3.9698 8.9197 0.004 -0.0288 -0.0773
O 9.6494 6.6264 8.6404 -0.0884 0.0877 -0.3007
O 1.3005 10.1058 9.1348 -0.0244 0.0118 -0.0473
O 6.0778 4.2219 9.0057 -0.0108 0.0173 -0.0476
O 3.7305 1.5807 8.7442 -0.0337 0.04 -0.0399
O 7.2134 8.9034 9.14 0.0512 -0.0419 -0.0736
O 9.6799 1.0679 9.0617 0.0219 -0.0107 -0.0416
O 8.2481 2.5403 22.7537 0.015 -0.0157 0.0447
O 10.9986 5.5455 22.6472 0.01 -0.0173 0.039
O 5.6188 0.0884 22.6475 0.0167 -0.0188 0.0367
O 5.2834 5.4064 22.6299 -0.0155 0.0152 0.0419
O 2.1519 2.8107 22.48 -0.006 0.0223 0.0488
O 3.3245 7.8633 22.5142 0.0182 -0.0145 0.0407
O 8.3762 8.7459 22.4173 -0.0241 0.0025 0.043
O -0.1619 11.2271 22.7646 -0.016 0.0194 0.035
Si 2.1353 2.9907 12.8655 -0.0027 -0.022 -0.0447
Si 8.6929 1.2985 10.3251 -0.0144 0.0063 -0.0103
Si 1.055 4.5078 15.3401 -0.0014 -0.0062 -0.0312
Si 7.5491 5.579 12.1565 -0.0232 -0.0084 -0.0347
Si 2.4146 8.1839 21.2111 -0.008 0.0057 -0.0029
Si 5.4182 7.7791 12.4384 -0.0007 0.0086 -0.0548
Si 9.2633 0.4575 15.4771 -0.0087 -0.0056 -0.0278
Si 2.9158 -0.0369 16.6432 -0.0056 0.0009 -0.0323
Si 10.4596 1.1637 12.5871 0.0191 0.0004 -0.0447
Si 7.7626 2.8316 21.2454 0.0027 0.0095 -0.0118
Si 9.1299 8.787 14.4248 -0.0191 0.0113 -0.0316
Si 1.4295 4.8003 10.3142 0.0318 0.0019 0.0182
Si 4.4795 9.4896 19.1298 -0.0022 0.0072 -0.0062
Si 11.0725 6.0982 21.1204 0.0014 -0.0004 -0.0071
Si 6.6122 10.4526 14.8246 0.004 0.0046 -0.0416
Si 5.3849 0.7302 21.1818 -0.0106 0.0022 -0.0058
Si 2.3439 9.7994 10.3537 0.0104 0.0083 -0.0238
Si 0.4258 10.6392 21.392 0.0158 -0.0075 0.006
Si 5.8466 5.2556 21.126 0.0043 0 -0.0125
Si 3.6315 7.0763 10.0859 -0.0244 -0.0057 -0.038
Si 9.0374 5.6955 14.8097 0.0092 0.0083 -0.0282
Si 3.6584 4.0847 19.0826 -0.003 0.0111 -0.0131
Si 10.0209 3.6669 19.3136 0.0041 -0.007 -0.0023
Si 4.2603 8.6684 15.3353 0.0001 0.008 -0.0311
Si 0.4466 1.9197 17.1512 0.0012 -0.0053 -0.0196
Si 6.7932 7.5345 19.2405 -0.0043 -0.0057 0.0017
Si 5.2493 3.6268 16.7201 -0.0043 0.0011 -0.017
Si 7.7806 5.0187 17.5031 -0.0038 -0.0108 -0.0098
Si 6.6993 9.8822 10.3284 -0.0326 0.0349 0.0014
Si 4.4099 1.0152 10.0743 0.0022 -0.0001 -0.0092
Si -0.0429 9.0834 11.8601 0.0115 0.038 -0.0253
Si 9.0978 8.6344 20.9474 0.0072 -0.005 -0.0014
Si 4.5414 1.6752 14.5498 -0.0024 -0.0052 -0.0451
Si 2.4437 2.0916 21.0493 0.0096 -0.0041 -0.0071
Si 6.3453 3.3291 10.3338 -0.0067 -0.0244 -0.0155
Si 3.4236 5.9226 16.7201 -0.0025 0.0036 -0.0187
Si 9.8205 6.5825 10.2253 0.0326 -0.036 0.1454
O 0.1109 2.6256 18.584 -0.0083 0.011 0.0069
O 2.9279 9.6348 15.5687 -0.0001 -0.001 0.0239
O 10.8499 4.8115 20.139 0.0063 0.018 0.0026
O 7.5939 2.3972 9.8852 0.0069 0.0056 0.0286
O 10.8676 5.3741 10.6774 -0.0194 0.029 -0.003
O 6.5833 6.7121 12.8455 0.0054 -0.0008 0.0181
O 10.2941 8.0831 10.7331 -0.0232 -0.0334 -0.0263
O 7.6617 9.4647 13.9765 0.0037 -0.0037 0.0228
O 8.3884 6.2343 10.9361 0.0297 0.0208 -0.0218
O 5.35 10.4886 20.071 0.0034 0.0153 0.0027
O 2.1047 3.7714 11.4244 -0.0107 0.0256 -0.0082
O 7.976 8.5426 19.7577 0.0135 0.0027 0.0009
O 6.2057 6.7284 20.5368 -0.0057 -0.0112 -0.0023
O 5.4973 2.7205 15.3892 0.0043 0.003 0.0179
O 1.3002 0.9343 20.7066 -0.0036 -0.0051 -0.0077
O 6.0693 9.0351 11.5969 0.0067 0.0006 0.0066
O 4.603 4.9899 16.0938 0.0009 -0.0007 0.0114
O 6.5885 3.9127 17.6115 0.0044 0.0029 -0.0011
O 10.5295 10.6697 11.8143 -0.0033 -0.0186 0.0225
O 5.5739 0.5043 13.9736 -0.0013 -0.001 0.0289
O 8.0188 5.0994 15.91 -0.0006 -0.0014 0.0114
O 9.7349 9.8198 15.5504 0.0052 -0.004 0.0112
O -0.4036 5.1603 15.1156 -0.008 0.0008 0.0171
O 1.5693 6.8364 20.8031 -0.0015 0.0012 -0.0111
O 1.5039 0.6446 17.17 -0.0027 0.0011 0.0055
O 6.5938 1.7694 20.8189 0.0016 0.0007 -0.0096
O 1.0026 1.8041 12.8313 -0.0079 -0.0033 0.0274
O 3.2466 5.5003 18.3165 0.0053 -0.0074 0.0083
O 9.5234 2.0113 11.56 -0.0151 -0.0092 0.004
O 0.9999 3.1106 16.1844 -0.0013 0.0019 0.0079
O 8.5913 5.1526 13.3457 -0.0073 0.0047 0.0139
O 10.2658 8.5694 13.2754 0.0108 -0.0069 0.0014
O 1.443 9.4029 21.6765 -0.0028 0.0028 -0.021
O 10.0728 9.9401 20.6154 -0.0019 -0.0017 -0.0075
O 3.2013 0.1898 10.8544 0.0031 -0.0025 0.0204
O 5.1058 2.3267 10.8 0.0002 -0.0008 0.0205
O 1.7454 4.1602 13.9221 -0.0026 0.0008 0.0258
O 7.9288 10.8585 10.8214 -0.0045 -0.0006 0.0075
O 9.1235 4.4696 18.2197 0.009 -0.0061 0.0056
O 5.6353 9.5027 15.7552 -0.004 -0.0036 0.0101
O 5.5529 -0.0785 9.7066 0.0269 -0.0224 0.0033
O 3.5815 2.3237 13.3695 0.001 0.0017 0.0305
O 1.9627 5.6551 16.0552 0.0058 -0.0003 0.0102
O 9.7022 1.0671 14.0282 0.006 0.0053 0.0145
O 4.3809 6.9393 11.5172 0.0001 -0.0002 0.0056
O 4.7534 4.4869 20.2091 0.0179 0.0082 0.006
O 9.9498 1.332 16.6438 0.0068 0.0015 0.0083
O 6.6911 4.2927 11.6197 0.0064 -0.0004 0.0097
O 5.5829 8.4113 18.575 0.0004 -0.0006 -0.0004
O 9.0652 2.7432 20.2658 -0.0162 -0.0026 0.0015
O 3.5952 1.1378 15.7597 -0.0002 0.0024 0.021
O 4.2152 3.0805 17.8912 -0.0045 -0.0011 0.0088
O 9.9173 7.2232 20.9017 0.0012 0.0001 -0.0137
O 3.3526 8.654 9.7908 0.0046 -0.0062 0.0141
O 3.9321 7.4286 16.3567 0.001 -0.0004 0.011
O 7.6285 0.4824 15.685 0.0021 0.0028 0.0136
O 8.9151 7.3072 15.0275 0.0036 -0.0066 0.0104
O 3.928 1.4416 21.1518 0.0078 -0.0013 -0.0141
O 1.5864 9.131 11.665 -0.0148 -0.0002 0.0147
O 2.2949 6.1698 10.1672 0.0126 -0.0053 0.0237
O 7.3462 6.4634 18.1347 -0.0035 0.0156 0.007
O 7.2111 4.364 21.1338 0.0016 -0.0115 -0.01
O 4.557 8.24 13.7757 0.0061 -0.0057 0.0139
O 3.3313 8.6653 19.9559 -0.0111 -0.0093 0.0034
O 2.4937 3.2409 19.868 -0.0059 -0.0151 0.006
O 3.7394 10.3699 17.962 0.0132 -0.0106 0.0191

Results
free energy: -130699.667 eV
free energy less fixed offsets of B -154.04, O -568.88, Si -635.61 eV per atom: 3.053 eV

The program warned: the cutoff lies below the one the program advises for these potential files; the exchange-correlation potential is rough where the density is thin.
